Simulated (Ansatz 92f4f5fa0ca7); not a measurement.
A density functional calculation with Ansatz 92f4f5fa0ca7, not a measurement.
Periodic cell of 215 atoms, Si133O82, from a study of silicon, its oxide and their interface. The atomic structure is a simulated model.
Doubt: the cutoff is far below the 930 eV that the study's wrapper takes by default for these files, so forces and energies are approximate.
This geometry differs little from another in the collection (a relaxation step or a small displacement).

Settings
functional: PBE
potential files: Ansatz PAW
basis: plane waves
wave-function cutoff: 580 eV
density cutoff ratio: 5
exchange-correlation grid ratio: 1
k mesh: 1 x 1 x 1, Gamma-centred
self-consistency stop: 5e-08 eV per atom in the density residual
occupations: fixed
spin: none
net charge: 0

Cell vectors (angstrom)
a 10.938 0 0
b 0 10.938 0
c 0 0 31.5432

Atoms: element, x, y, z (angstrom)
Si 10.4358 0.5758 24.3437
Si 6.0469 10.5017 24.1536
Si 2.1309 3.2473 24.0861
Si 8.7032 2.2556 24.3112
Si 0.5041 5.0535 24.1689
Si 5.0543 5.8939 24.1962
Si 3.3977 7.6478 24.1639
Si 7.8313 8.8272 23.995
Si 1.3441 1.4806 25.4578
Si 6.9215 1.2984 25.5029
Si 4.0268 4.1015 25.3265
Si 9.6715 4.0931 25.4236
Si 1.5004 6.8137 25.3723
Si 6.899 6.9469 25.2408
Si 4.2337 9.5288 25.3468
Si 9.5277 9.6418 25.4379
Si 2.7809 0.0046 26.6388
Si 8.2257 -0.0281 26.9516
Si 0.0167 2.765 26.9249
Si 5.4501 2.7339 26.6617
Si 2.7604 5.4367 26.8435
Si 8.2281 5.522 26.6247
Si 0.0426 8.2117 26.6478
Si 5.5568 8.1944 26.7993
Si 4.1103 1.3662 28.0728
Si 9.5948 1.3687 28.2265
Si 1.3923 4.1168 28.2254
Si 6.8378 4.1326 28.0245
Si 4.1577 6.8206 28.1388
Si 9.598 6.8498 28.054
Si 1.394 9.5894 28.0479
Si 6.853 9.5373 28.229
Si 0.0509 -0.0217 29.5246
Si 5.4493 0.0094 29.4932
Si 2.7682 2.7079 29.5248
Si 8.174 2.7701 29.4723
Si -0.0137 5.5021 29.4984
Si 5.5092 5.449 29.5029
Si 2.7524 8.2134 29.443
Si 8.2541 8.1626 29.5308
Si 1.3955 1.3534 30.9041
Si 6.8177 1.3833 30.838
Si 4.13 4.087 30.8826
Si 9.5499 4.1202 30.8422
Si 1.3744 6.8642 30.8292
Si 6.8689 6.8034 30.8951
Si 4.0885 9.5755 30.8457
Si 9.607 9.5502 30.8929
Si 2.7504 -0.0301 0.7224
Si 8.1804 0.0023 0.6595
Si -0.0277 2.7488 0.6697
Si 5.4796 2.709 0.7146
Si 2.715 5.4796 0.6605
Si 8.2199 5.4329 0.7331
Si 0.0368 8.1796 0.7169
Si 5.467 8.2121 0.6657
Si 4.117 1.3358 2.0793
Si 9.526 1.3784 2.0273
Si 1.3239 4.1316 2.0431
Si 6.8509 4.0526 2.087
Si 4.0757 6.8583 2.023
Si 9.6067 6.8002 2.074
Si 1.3834 9.5477 2.0907
Si 6.8264 9.5717 2.0579
Si -0.0493 -0.0084 3.3551
Si 5.4704 -0.0232 3.4975
Si 2.6911 2.725 3.3497
Si 8.1906 2.6831 3.5099
Si -0.0139 5.4571 3.5262
Si 5.4471 5.4694 3.3402
Si 2.7469 8.1894 3.4962
Si 8.2227 8.1825 3.3804
Si 1.2851 1.3717 4.6676
Si 6.8391 1.2962 4.9307
Si 4.0544 4.1158 4.6381
Si 9.5333 4.0574 4.9092
Si 1.3582 6.8631 4.9066
Si 6.8342 6.8016 4.6775
Si 4.107 9.558 4.9054
Si 9.5678 9.5647 4.7459
Si 2.6099 0.0404 6.0981
Si 8.2254 -0.1393 6.2772
Si -0.022 2.6456 6.2045
Si 5.3715 2.7667 6.0683
Si 2.749 5.4233 6.1439
Si 8.0903 5.4369 6.1788
Si -0.0068 8.2949 6.2334
Si 5.5665 8.1456 6.1586
Si 3.4656 1.9414 7.1746
Si 10.0201 0.8261 7.4737
Si 1.7659 3.6546 7.3523
Si 6.205 4.5238 7.3803
Si 4.6347 6.3035 7.2558
Si 9.1598 7.188 7.3252
Si 0.8893 10.1546 7.5195
Si 7.408 8.8828 7.4957
O 4.5614 6.6 8.8834
O 1.3863 3.9804 8.9428
O 9.7451 6.545 8.7425
O 1.303 10.1025 9.1499
O 6.0723 4.2189 9.0212
O 3.7081 1.5996 8.7595
O 7.1342 8.9609 9.146
O 9.6493 1.0754 9.0763
O 8.2436 2.5373 22.7506
O 10.9957 5.5496 22.649
O 5.6271 0.0908 22.6444
O 5.2905 5.397 22.6313
O 2.1529 2.8034 22.4803
O 3.3308 7.8572 22.5121
O 8.3806 8.7463 22.4146
O -0.1647 11.2307 22.7573
Si 2.1536 2.9728 12.8881
Si 8.6809 1.307 10.3612
Si 1.0634 4.5002 15.346
Si 7.5423 5.5779 12.1992
Si 2.4154 8.1824 21.2113
Si 5.4124 7.7846 12.469
Si 9.2656 0.4537 15.5026
Si 2.916 -0.04 16.659
Si 10.4664 1.1579 12.6076
Si 7.7654 2.8295 21.2379
Si 9.1339 8.7845 14.4629
Si 1.4677 4.7788 10.3611
Si 4.4836 9.4841 19.1361
Si 11.074 6.0988 21.1189
Si 6.6173 10.4472 14.8457
Si 5.3897 0.7302 21.1761
Si 2.3436 9.8058 10.3834
Si 0.4304 10.6353 21.3883
Si 5.8527 5.2534 21.124
Si 3.6379 7.0835 10.1075
Si 9.0421 5.6847 14.839
Si 3.6581 4.0827 19.0893
Si 10.0299 3.6642 19.3213
Si 4.2562 8.6674 15.3582
Si 0.4545 1.9196 17.1602
Si 6.7949 7.5339 19.247
Si 5.257 3.6245 16.7375
Si 7.7832 5.0123 17.5247
Si 6.6621 9.9206 10.3782
Si 4.3768 1.0505 10.1051
Si -0.0321 9.0889 11.906
Si 9.1023 8.6334 20.9415
Si 4.5549 1.6672 14.577
Si 2.4474 2.0852 21.047
Si 6.3273 3.339 10.3687
Si 3.4294 5.9172 16.7304
Si 9.8763 6.5373 10.3563
O 0.1236 2.6298 18.5893
O 2.9257 9.6343 15.5812
O 10.8588 4.8077 20.1462
O 7.5743 2.4018 9.9301
O 10.9206 5.3437 10.8067
O 6.5912 6.7303 12.8659
O 10.3169 8.0606 10.7871
O 7.6695 9.4574 13.9991
O 8.4088 6.2127 10.9772
O 5.357 10.4831 20.0736
O 2.1641 3.739 11.4318
O 7.9773 8.5457 19.7571
O 6.2086 6.7303 20.5459
O 5.5097 2.7178 15.4058
O 1.3054 0.9282 20.7033
O 6.0517 9.0506 11.6273
O 4.6166 4.9902 16.1087
O 6.5935 3.9048 17.6338
O 10.5285 10.6681 11.8158
O 5.5827 0.4978 13.9896
O 8.0188 5.0906 15.9299
O 9.7324 9.8149 15.5902
O -0.398 5.15 15.1269
O 1.5708 6.8357 20.8055
O 1.5032 0.6394 17.1792
O 6.597 1.7686 20.8106
O 1.0112 1.7948 12.8363
O 3.2418 5.4959 18.3235
O 9.5267 2.0112 11.5825
O 1.0143 3.1006 16.1835
O 8.5818 5.1387 13.3759
O 10.2839 8.5822 13.3183
O 1.446 9.4005 21.6848
O 10.0794 9.9365 20.611
O 3.1748 0.212 10.8746
O 5.0694 2.3628 10.8244
O 1.7415 4.155 13.9174
O 7.92 10.8634 10.85
O 9.1323 4.4687 18.2302
O 5.6371 9.4952 15.7679
O 5.5305 -0.0332 9.7516
O 3.5924 2.3089 13.3933
O 1.9751 5.6477 16.0507
O 9.7119 1.0453 14.0438
O 4.3946 6.9379 11.529
O 4.7559 4.4872 20.2119
O 9.9526 1.3415 16.655
O 6.6685 4.313 11.6401
O 5.5837 8.4056 18.578
O 9.0736 2.7362 20.2686
O 3.606 1.1334 15.7821
O 4.2152 3.0774 17.8993
O 9.9172 7.2204 20.897
O 3.3521 8.6619 9.8163
O 3.9319 7.4266 16.3738
O 7.6312 0.481 15.7023
O 8.9232 7.2975 15.0432
O 3.9321 1.4383 21.1505
O 1.5942 9.136 11.692
O 2.3149 6.1558 10.1732
O 7.349 6.4598 18.1458
O 7.2177 4.3628 21.1261
O 4.5442 8.2357 13.7937
O 3.3323 8.6625 19.9589
O 2.4941 3.2387 19.8734
O 3.7426 10.3657 17.9718

Results
free energy: -131185.709 eV
free energy less fixed offsets of O -568.88, Si -635.61 eV per atom: -1.419 eV

Forces (eV/angstrom), in the order of the atoms: element, x, y, z
Si -0.0066 -0.0124 -0.0107
Si -0.0127 -0.019 -0.0115
Si 0.0012 0.0093 -0.0159
Si 0.0144 0.0071 -0.0156
Si -0.005 -0.0112 -0.0122
Si -0.0046 -0.0045 -0.0145
Si 0.008 0.0059 -0.0111
Si -0.0048 0.0132 -0.0129
Si -0.0155 -0.0032 -0.003
Si 0.0074 -0.002 0.0011
Si 0.0047 0.0022 -0.002
Si -0.0061 -0.0019 0.0011
Si 0.0048 0.0001 -0.0042
Si -0.0055 -0.0066 0.0005
Si 0.0039 -0.0007 -0.0067
Si 0.0089 0.0088 -0.0054
Si 0.0065 -0.0041 0.0546
Si 0.0028 0.0053 -0.1561
Si 0.0035 0.0097 -0.1515
Si -0.0053 0.0041 0.0511
Si -0.001 0.0015 -0.1003
Si -0.0027 -0.0032 0.0519
Si -0.0134 -0.013 0.0539
Si -0.0056 -0.001 -0.0797
Si 0.0031 -0.0152 -0.02
Si 0.0083 0.002 0.2053
Si 0.0187 0.0291 0.1951
Si 0.001 0.0166 -0.0591
Si 0.0444 -0.0013 0.0845
Si 0.0127 -0.0014 -0.0289
Si 0.0167 0.0024 -0.0541
Si -0.046 -0.0467 0.1909
Si -0.0125 0.0148 -0.0111
Si -0.0004 0.0038 -0.0373
Si -0.002 0.0043 -0.0322
Si 0.01 -0.0096 -0.0059
Si -0.0023 0.0009 -0.0354
Si -0.008 0.0049 -0.0047
Si -0.0195 0.0151 0.0084
Si -0.0037 0.0127 -0.0284
Si -0.0085 0.0164 0.0031
Si 0.0046 -0.0259 0.0026
Si -0.0128 0.0064 0.0056
Si 0.0203 -0.0079 0.0023
Si 0.0071 -0.0198 0.002
Si -0.0042 0.0133 0.0022
Si 0.0244 -0.0031 -0.0001
Si -0.0189 0.0003 0.0028
Si -0.0135 0.0016 -0.0062
Si 0.0149 0.0124 0.004
Si -0.0031 -0.0126 0.0037
Si -0.0032 0.0145 -0.0068
Si 0.013 0.0003 0.006
Si -0.0101 0.0069 -0.0093
Si -0.0059 0.0114 -0.0081
Si -0.0081 -0.0151 0.0074
Si 0.0004 0.0009 0.0195
Si 0.0165 -0.026 0.0308
Si 0.0146 -0.0157 0.0032
Si -0.0119 0.0047 0.0319
Si 0.0248 -0.014 0.0291
Si -0.0105 0.0081 0.0113
Si 0.0112 -0.0012 0.0291
Si -0.0038 0.0012 -0.007
Si -0.0752 0.0032 -0.171
Si -0.0002 -0.0054 0.0394
Si -0.0318 -0.0121 -0.2026
Si 0.0052 -0.0277 0.0255
Si -0.0041 0.0028 0.0537
Si -0.0129 0.0431 -0.2125
Si 0.0092 -0.0047 0.0213
Si 0.0334 0.0135 -0.1107
Si 0.0139 -0.0146 0.1295
Si 0.012 0.0077 -0.0626
Si 0.0245 0.0063 0.1522
Si -0.0015 0.016 -0.0568
Si -0.0124 0.007 -0.055
Si -0.0063 -0.0076 0.1221
Si -0.0059 -0.0028 -0.0616
Si 0.007 0.002 0.074
Si 0.0039 0.0331 0.0364
Si -0.0038 -0.0002 -0.0014
Si -0.013 -0.0056 0.0014
Si -0.0296 0.0039 0.0306
Si 0.0014 0.0061 -0.0075
Si 0.0005 0.0204 0.0199
Si -0.013 0.0018 0.0184
Si 0.0012 -0.0075 0.0044
Si 0.0356 -0.0413 -0.0155
Si 0.002 -0.0078 0.0294
Si 0.003 0.0097 0.0402
Si 0.0057 -0.014 0.0022
Si 0.005 0.0099 0.0236
Si 0.006 -0.0078 0.0027
Si 0.0043 -0.0074 -0.0027
Si 0.0121 -0.0072 0.0145
O 0.0033 -0.0022 -0.0101
O -0.0048 -0.0026 -0.0267
O 0.0004 0.0003 -0.0014
O -0.001 0.0025 0.0018
O -0.0009 0.0006 -0.0013
O 0.0004 0.0072 0.0291
O 0.0037 0.0014 -0.0011
O 0.0035 0.0016 -0.0164
O -0.0032 -0.0022 0.0153
O 0.0015 0.0016 0.012
O 0.0023 0.0046 0.0115
O 0.0014 0 0.0077
O 0.0011 -0.0006 0.0111
O -0.0004 -0.0008 0.0053
O 0.0001 -0.0028 0.0081
O 0.003 0.0021 0.0036
Si -0.0033 -0.0073 -0.0011
Si -0.0084 0.0022 0.0042
Si 0.0009 -0.0038 0.0024
Si -0.0047 0.0026 -0.0045
Si -0.0016 -0.0045 -0.0017
Si 0.0034 0.0003 -0.0015
Si -0.0003 -0.0001 -0.0001
Si 0.0004 0.0012 0.002
Si 0.0063 -0.0034 0.0039
Si -0.0002 -0.0018 -0.0113
Si -0.004 0.0004 -0.0011
Si 0.0004 -0.0008 0.0079
Si 0.0003 0.0022 0.0008
Si 0.003 0.0039 -0.007
Si 0.0047 0.0007 0.0005
Si 0.0011 -0.0014 -0.0087
Si 0.0011 0.0098 0.0026
Si 0.0012 -0.0002 -0.0033
Si 0.0004 0.0037 -0.0025
Si -0.0078 -0.0021 0.0044
Si 0.002 0.0015 0.0017
Si -0.0012 0.0001 0.0011
Si -0.0002 0 0.0005
Si -0.0003 0.0048 0.0008
Si -0.0011 -0.0016 0.0013
Si -0.0011 0.0009 0.0011
Si -0.0016 0.0001 0.0031
Si 0.0012 0.0003 0.0037
Si -0.0126 0.0078 -0.0003
Si -0.0057 0.0065 -0.0133
Si -0.0023 0.0017 0.0011
Si 0.0046 0.0003 -0.0031
Si -0.0041 -0.0021 -0.0022
Si -0.001 -0.0032 -0.0033
Si 0.0056 -0.0044 -0.0006
Si -0.001 0 0.0023
Si -0.0006 -0.0015 -0.0004
O 0.0008 -0.0005 -0.0002
O 0.0002 -0.0024 0.0007
O 0 0.0005 0.0018
O 0.0048 0.0063 0.0098
O 0.0009 -0.0003 -0.0043
O 0.0004 0.0011 -0.0037
O 0.0026 0.0016 -0.0009
O -0.0019 -0.0011 -0.0009
O -0.0025 -0.0034 0.0018
O -0.0009 0.0002 0.0022
O -0.0006 0.0018 -0.0041
O -0.0004 -0.001 0.0004
O -0.0007 -0.0017 0.0009
O 0.0009 0.0007 -0.0001
O 0.0009 -0.0006 0.0021
O -0.0021 0.0028 -0.0058
O -0.0002 0.0007 -0.0006
O -0.0002 -0.0007 -0.0018
O -0.0024 0.0004 -0.0014
O -0.0001 0.0001 0.0007
O -0.0005 -0.0016 -0.0022
O 0.0022 -0.0016 0
O -0.0029 0.0002 -0.0004
O -0.0011 -0.0005 0.0003
O 0 0.0005 -0.0011
O 0.0006 0.0025 0.0023
O -0.0025 -0.0025 0.0005
O 0.002 0.0015 -0.0004
O -0.0048 -0.0003 -0.0079
O -0.0003 0.0026 -0.002
O -0.0024 0.0007 0.0009
O -0.001 0.0002 0.0011
O -0.0015 0.0025 -0.004
O -0.0029 -0.0026 0.002
O -0.0004 -0.0012 0.001
O -0.0017 -0.0031 -0.0002
O -0.0023 0.0016 0.0027
O -0.0046 0.0012 -0.0043
O -0.0009 -0.0003 -0.0008
O -0.0005 -0.0018 0.0004
O 0.0112 -0.0051 -0.0052
O 0.0005 0.0012 0.0019
O 0 -0.0011 -0.004
O 0.0017 0.0013 -0.0004
O 0.0016 -0.0013 -0.0036
O 0.0007 0.0002 0.0011
O 0 -0.002 -0.0001
O 0.001 -0.0003 -0.0046
O -0.0008 -0.0002 0.0008
O -0.0009 0.0009 0.0015
O 0.0006 0.0011 0.0014
O 0.0013 -0.0001 -0.0018
O 0.0001 -0.0005 0.0003
O 0.0013 -0.0029 -0.0002
O 0 -0.0002 -0.0034
O -0.0004 0.0007 0.0008
O -0.0002 -0.0004 0.0002
O 0.0038 0.0013 0.0009
O -0.0031 0.0009 -0.0025
O 0.0048 -0.0005 0.0015
O 0.0001 -0.0006 -0.0009
O -0.0008 -0.0031 0.001
O 0.0005 -0.001 -0.0021
O 0.0019 -0.0003 -0.0005
O 0.0003 0.0016 0
O -0.0005 -0.0006 -0.0011

The program warned: the cutoff lies below the one the program advises for these potential files; the exchange-correlation potential is rough where the density is thin.
